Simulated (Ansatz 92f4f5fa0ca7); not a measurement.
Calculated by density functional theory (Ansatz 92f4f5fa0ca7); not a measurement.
Periodic cell of 228 atoms, Si140O88, from a study of silicon, its oxide and their interface. The atomic structure is a simulated model.
This geometry differs little from another in the collection (a relaxation step or a small displacement).

Settings: functional r2SCAN; potential files Ansatz PAW; basis plane waves; wave-function cutoff 800 eV; density cutoff ratio 5; exchange-correlation grid ratio 1; k mesh 1 x 1 x 1, shifted by 0.5 0.5 0 of a step; self-consistency stop 1e-10 eV per atom in the density residual; occupations fixed; spin none; net charge 0.

Cell vectors (angstrom)
a  10.888  0  0
b  0  10.888  0
c  0  0  33.0686

Atoms and the computed forces on them: element, x, y, z (angstrom), force x, y, z (eV/angstrom)
Si  -1.4864  0.7841  -4.1972  -0.044  -0.0032  -0.0171
Si  0.3262  2.5243  0.0367  0.0117  0.0104  -0.0675
Si  4.336  8.7337  -0.6264  0.0165  0.0342  -0.0619
Si  2.886  6.8489  -2.5702  -0.018  -0.0243  -0.0415
Si  5.2092  3.4153  -1.2034  -0.0071  0.012  -0.0638
Si  7.2983  1.833  1.2244  0.0069  -0.0101  -0.0043
Si  6.1495  7.8945  0.7537  0.0091  0.0117  -0.0105
Si  8.1003  9.0005  -0.0284  -0.0087  0.0095  0.002
Si  2.875  5.585  2.645  0.0005  -0.0041  -0.0054
Si  4.6332  4.4207  1.5128  -0.0008  -0.0151  -0.0417
Si  1.4746  7.0975  1.4699  -0.0212  -0.0182  -0.032
Si  7.5843  11.2431  -0.5713  0.0033  -0.0075  0.0089
Si  9.192  5.0956  -2.5157  0.0152  0.0246  -0.0556
Si  8.3726  5.0986  2.9366  -0.0082  0.0027  -0.0063
Si  5.2303  8.6036  2.879  -0.0014  -0.0017  0.0009
Si  10.8435  8.1218  2.9054  -0.0015  0.0019  -0.0007
Si  -0.6633  3.4358  2.8518  -0.004  -0.0197  -0.059
Si  3.2752  -0.8066  2.7651  -0.0069  -0.0035  0.0071
Si  -1.165  9.6586  1.537  -0.0127  0.0111  -0.0038
Si  2.4587  9.148  0.7124  -0.0053  -0.0003  -0.0067
Si  5.5261  2.6143  2.6799  0.0126  -0.0087  -0.0094
Si  8.3783  0.2979  2.7545  -0.0123  -0.0119  -0.0174
Si  6.7736  5.5879  1.1635  -0.0088  0.0189  0.0004
Si  7.3243  3.8274  -0.3087  0.0441  -0.0053  -0.0409
Si  1.348  4.2143  3.9069  0.0045  0.0094  0.007
Si  4.0741  1.2071  3.889  -0.0016  0.001  0.0108
Si  1.4516  9.4244  4.1789  0.0011  -0.0078  -0.0007
Si  4.1747  6.8699  4.129  0.0003  0.0084  -0.0048
Si  6.8148  3.9216  4.2178  -0.0062  -0.0023  -0.0021
Si  9.6267  1.5508  4.2193  -0.0057  -0.0112  0.0042
Si  6.8998  9.7477  4.0634  0.0121  0.0023  0.0016
Si  9.4505  6.7712  4.1793  0.0067  -0.0034  0.0025
Si  0.1102  0.049  5.4322  -0.0006  -0.0027  -0.0038
Si  2.6795  2.6764  5.2271  0.0033  -0.0039  -0.0008
Si  0.0333  5.4671  5.4717  -0.0057  -0.0025  0.0003
Si  2.7438  8.0779  5.5626  0.0008  0.0028  -0.0009
Si  5.4433  0.0481  5.4557  -0.0049  -0.0012  -0.0006
Si  8.1515  2.6644  5.6368  0.0111  0.0047  -0.002
Si  5.477  5.4218  5.4412  0.0043  -0.0016  -0.0002
Si  8.1298  8.2369  5.4268  -0.008  0.0037  -0.0039
Si  1.4214  1.3931  6.7873  -0.0002  0.0021  0.0012
Si  4.0386  4.0389  6.6971  -0.0009  0.0001  -0.0056
Si  1.3633  6.7649  6.8957  0.0008  -0.0006  -0.005
Si  4.1056  9.5195  6.8014  0.003  0.0014  -0.005
Si  6.7583  1.3309  6.9173  -0.0001  -0.0081  -0.0046
Si  9.5572  4.0954  6.8343  0.0008  -0.0001  0.0002
Si  6.8018  6.8257  6.8009  0.0016  -0.0006  -0.0047
Si  9.5593  9.5564  6.7551  -0.0008  0.0009  -0.003
Si  0.0199  2.7167  8.1614  -0.001  -0.0017  -0.0036
Si  2.7445  -0.0044  8.1471  0.0008  -0.0028  -0.0032
Si  -0.0137  8.1807  8.1628  -0.0011  0.0011  -0.0025
Si  2.7224  5.3665  8.1727  0.0012  -0.0014  -0.0022
Si  5.3817  2.7408  8.1631  -0.0015  0.003  -0.003
Si  8.1692  -0.0474  8.1808  0.0015  0.0007  -0.0048
Si  5.4192  8.1468  8.1686  -0.0009  0.0007  -0.0027
Si  8.1811  5.4605  8.1546  -0.0022  -0.0014  -0.0026
Si  1.3537  4.0529  9.5531  -0.0021  -0.0007  -0.0024
Si  4.0441  1.3639  9.5268  0.0022  -0.0004  -0.0014
Si  1.3591  9.5303  9.5098  -0.0014  0.0008  0.0002
Si  4.0684  6.7709  9.5242  -0.0018  -0.0004  -0.002
Si  6.796  4.0818  9.4912  0  -0.0011  -0.0022
Si  9.5333  1.3508  9.5055  -0.0008  -0.0006  -0.0014
Si  6.7739  9.4958  9.5181  0.0002  0.001  -0.0016
Si  9.5245  6.8022  9.521  -0.0003  -0.0002  -0.0045
Si  0.0307  0.0304  10.8716  0.0041  -0.0052  -0.0003
Si  2.6837  2.689  10.9137  0.0009  0.0007  -0.0013
Si  -0.0283  5.4102  10.8945  0.0014  -0.003  -0.0014
Si  2.6674  8.1197  10.8848  0.0021  0.004  -0.0005
Si  5.4005  -0.0032  10.858  0.0001  -0.0027  -0.0016
Si  8.1259  2.6722  10.8621  -0.0022  0.0049  0.0005
Si  5.4663  5.4342  10.8672  -0.0022  -0.0024  -0.0007
Si  8.1217  8.1284  10.8382  0.001  -0.0021  -0.0041
Si  1.3266  1.3849  12.3385  0.0009  -0.0013  -0.0025
Si  4.1104  4.0411  12.1792  -0.0029  -0.0032  -0.0007
Si  1.3159  6.747  12.29  -0.0013  -0.0017  -0.0078
Si  4.0112  9.5388  12.1967  0.0021  0.004  -0.004
Si  6.7582  1.3132  12.2533  -0.0002  0.0004  -0.0012
Si  9.4783  4.0259  12.2278  0.0052  0.0008  -0.0033
Si  6.8196  6.7758  12.2483  0.0026  0.0016  -0.0004
Si  9.4817  9.537  12.0811  0.0027  0.0028  0.0006
Si  -0.1327  2.6964  13.6979  -0.0003  0.0073  0.0029
Si  2.7219  0.0113  13.658  -0.0036  -0.0064  0.0042
Si  2.4185  7.8776  15.938  -0.0039  -0.0313  -0.0264
Si  2.743  5.2901  13.5809  0.0041  -0.0077  0.0064
Si  5.4533  2.7615  13.6162  -0.0012  0.0023  0.0035
Si  8.1116  -0.1533  13.5229  0.0028  -0.0069  0.0043
Si  5.3772  8.1626  13.4927  0.0016  0.0057  0.0095
Si  8.1923  5.4009  13.6221  -0.0006  -0.003  -0.0013
Si  1.2398  4.1329  15.0169  -0.0161  0.0158  -0.0306
Si  4.1661  1.3747  14.9861  0.0035  -0.0004  0.0186
Si  -1.3849  6.8125  14.9952  -0.0042  0.0085  0.004
Si  5.6851  5.8624  16.299  0.0211  0.0018  -0.0425
Si  7.8413  2.5857  16.3195  -0.0177  0.0054  -0.038
Si  9.2475  1.2945  14.9428  -0.0043  0.0002  0.0135
Si  5.5988  11.3954  16.6526  0.0256  -0.0244  -0.0307
Si  10.7139  8.1867  13.4766  -0.0103  0.0033  0.0002
Si  -0.7158  0.107  16.7217  -0.0012  -0.0055  -0.0372
Si  -0.9794  2.4791  18.4932  -0.0037  -0.0042  -0.0179
Si  0.5801  6.1311  16.0989  0.0237  0.0024  -0.0569
Si  1.2423  9.4577  14.7902  0.0136  -0.0061  -0.0225
Si  6.9302  -1.705  14.8978  -0.0071  0.0023  -0.0011
Si  6.7458  4.1745  15.025  0.0048  -0.0031  0.0133
Si  4.0979  6.7565  14.8291  -0.0033  0.004  0.0007
Si  7.6564  7.4651  16.3602  0.0035  0.0334  0.023
Si  1.9749  -18.888  28.1081  0.0018  0.0011  0.0124
Si  0.6568  -0.7031  25.2795  -0.0118  0.0123  0.0796
Si  21.7316  -9.4943  23.2705  0.0182  -0.0022  0.0735
Si  7.3457  14.9412  22.4489  0.0137  0.0048  0.0451
Si  -10.2885  -0.3765  33.2152  -0.0121  0.0367  -0.0321
Si  -0.4673  -3.406  20.3728  -0.0116  -0.0071  0.0193
Si  -7.9684  13.0672  16.7654  -0.0029  -0.0036  -0.0348
Si  16.5399  11.3654  31.2688  -0.0209  -0.0336  -0.0224
Si  -16.278  -2.474  26.638  -0.008  -0.0181  0.0334
Si  -11.9689  -7.2107  27.8343  -0.0059  0.0006  0.0035
Si  8.6084  1.4351  21.1162  -0.0092  0.0009  0.0362
Si  15.1148  4.6511  29.2053  -0.0165  -0.0011  -0.0445
Si  9.4885  3.8587  24.6529  0.0016  0.0104  0.0776
Si  -9.8694  27.02  32.1791  -0.0038  -0.0281  -0.0611
Si  27.1279  5.4413  26.5681  -0.0115  0.005  0.0491
Si  4.1444  -11.1373  22.0408  0.0068  0.0387  0.0393
Si  -12.1624  -10.0661  31.2866  0.003  0.0152  -0.0343
Si  33.4164  -5.846  18.9442  -0.01  0.0055  -0.0106
Si  3.0894  17.8445  22.5066  -0.0083  -0.0016  0.0506
Si  8.3892  8.7547  18.2498  -0.0007  -0.005  -0.0468
Si  -8.7458  9.0529  20.6508  -0.0037  -0.0104  0.0173
Si  -14.9058  20.8377  29.0012  0.0089  0.0511  -0.0473
Si  0.9882  -5.2706  24.3105  -0.0055  0.0043  0.0654
Si  -0.2977  18.3681  26.3668  -0.001  -0.0136  0.0379
Si  3.9033  4.4538  18.5983  0.0058  -0.006  -0.0301
Si  3.2105  -0.5955  17.912  0.0205  0.0283  -0.0486
Si  18.5818  39.5839  25.4078  0.0042  0.0023  0.0575
Si  24.9552  3.5948  25.3511  -0.0003  0.0045  0.0635
Si  8.5916  8.1337  30.8534  0.0523  -0.049  -0.0388
Si  8.0658  -3.8578  22.2335  0.004  -0.0166  0.048
Si  0.4274  -2.5618  29.2067  -0.0031  0.0031  -0.0132
Si  -25.7986  9.6431  20.8205  -0.0006  -0.0048  0.0191
Si  -10.2426  22.0484  28.1026  0.011  0.0147  0.02
Si  3.6165  -1.5935  24.4981  0.0055  0  0.0754
Si  24.7594  2.3016  22.7553  -0.013  -0.0095  0.0549
Si  15.3653  4.4633  21.6231  -0.012  -0.0062  0.0405
O  14.4533  6.1303  -3.8353  0.0093  0.0004  0.0193
O  -12.3617  -6.8802  -6.7865  -0.0028  -0.006  -0.0118
O  5.7377  3.8612  -10.6303  -0.0045  -0.0008  -0.0138
O  1.1175  1.1695  0.4495  0.0018  -0.0185  0.0162
O  -8.2551  -0.8366  -11.2468  -0.0101  -0.0057  -0.0004
O  -27.6193  4.3623  -2.5116  0.0134  -0.0154  0.0566
O  2.0934  9.6756  -8.2668  -0.0148  0.0039  -0.0254
O  10.3087  13.114  -1.2764  0.0203  0.009  0.0299
O  4.4508  -0.5402  -9.4687  -0.0008  0.0014  -0.0271
O  7.356  8.8166  -3.0209  -0.0073  -0.0146  0.0418
O  18.5251  5.5181  -11.3081  -0.001  0.0043  0.0145
O  23.667  15.2829  -8.2487  -0.0159  0.02  -0.043
O  -6.2037  21.0969  -1.212  0.0073  -0.0269  0.0202
O  51.9126  14.9439  -1.5838  -0.0535  -0.0181  0.0611
O  10.276  2.9479  1.2758  0.001  0.0253  0.0836
O  4.8297  16.2911  -15.4218  -0.0215  -0.017  0.0459
O  5.2898  -0.8696  21.0732  -0.0023  0.0008  -0.0055
O  2.4185  5.7115  31.5437  0.0005  0.012  0.0201
O  -2.8942  -3.9062  23.8372  -0.0112  0.0038  -0.0284
O  -12.5333  4.7066  28.9698  -0.0046  0.0081  0.0155
O  -6.2096  4.3947  20.0195  0.0002  -0.0047  0.0016
O  -15.3696  10.1176  16.132  -0.0191  0.0268  0.0117
O  2.4213  0.7467  17.4024  -0.0014  -0.027  0.0232
O  8.0326  -6.9182  23.931  -0.009  -0.0008  -0.0308
O  0.8118  11.2535  26.4853  0.003  -0.0353  -0.0453
O  13.9734  -7.1801  21.9778  0.0159  0.0291  -0.0328
O  14.6649  13.8764  17.9017  0.0059  0.02  0.0272
O  12.5768  6.3068  23.0254  0.0131  0.0055  -0.0315
O  2.6518  9.8078  19.3322  -0.0017  -0.0047  0.0109
O  17.5664  23.4421  17.0659  -0.0094  -0.0224  0.0034
O  10.949  14.4577  19.1164  0.0008  0.0025  0.0038
O  0.1482  5.6984  17.6094  -0.0092  -0.0151  0.066
O  -1.7906  6.9011  26.2011  -0.025  -0.0032  -0.0438
O  12.4495  18.5558  30.1207  0.0007  0.0007  0.0142
O  -10.7977  18.279  27.9326  -0.0123  0.0065  -0.0191
O  -6.4975  -6.2354  25.536  -0.0054  -0.007  -0.032
O  -0.1173  -11.1881  31.722  0.0469  -0.0293  0.0624
O  18.1108  -1.5742  19.2629  -0.0164  0.0003  0.01
O  -0.0578  -10.918  24.0167  0.0032  0.0073  -0.0097
O  26.6324  28.7251  26.8918  0.0166  0.0341  -0.0156
O  14.8523  1.3416  21.8905  0.0057  -0.007  -0.0204
O  -0.1688  16.0999  31.0854  0.0165  0  0.0315
O  -17.4104  -1.6179  25.9114  -0.0186  0.0063  -0.0468
O  -6.132  -0.0639  17.9379  -0.0193  -0.0113  0.0118
O  -0.2836  -1.8873  25.838  0.0338  0.0391  -0.0511
O  -11.8076  8.5514  30.0748  -0.0361  -0.0034  0.0324
O  14.453  2.4718  24.2599  0.0114  -0.0162  -0.0334
O  -2.0284  -7.691  17.4626  0.0218  0.0052  0.0396
O  -3.7171  -13.4964  21.6772  -0.0091  0.0168  -0.0324
O  12.3387  12.7101  22.837  -0.0022  0.0043  -0.0168
O  -4.0582  5.6253  25.9156  0.0173  0.0038  -0.026
O  -11.0815  -20.4889  17.7219  0.0007  0.0159  0.0256
O  -5.6211  4.6009  27.9583  -0.0036  0.0058  -0.0042
O  0.6223  6.2923  33.3527  0.0173  0.0348  0.061
O  35.4322  -8.0506  26.7053  0.0024  0.0052  -0.0216
O  22.3414  8.7296  20.5549  0.008  0.0106  -0.0043
O  36.3064  7.8881  23.7045  -0.0048  0.0032  -0.0267
O  39.4975  8.2438  25.7434  0.0139  -0.0086  -0.0207
O  11.3772  -0.7967  16.1261  -0.0127  0.0147  0.0271
O  10.4031  -16.7457  23.9836  0.0027  0.0014  -0.0239
O  18.6013  0.0824  21.2569  0.0061  0.0006  -0.0104
O  -12.756  1.7197  19.5961  0.0032  -0.0066  -0.0178
O  18.7773  13.6763  21.6152  0.0014  -0.0065  -0.0093
O  -20.7106  20.5965  28.6699  0.0021  0.0126  -0.0163
O  -12.651  -8.6288  28.2236  0.0032  -0.0028  0.0085
O  11.6985  6.6659  25.5266  0.0015  -0.0119  -0.021
O  4.2057  -17.8694  33.0565  0.0056  0.0235  0.0605
O  -8.5087  4.9891  18.8509  -0.0043  -0.0019  0.002
O  4.2946  -4.9421  22.2056  0.0037  -0.0116  -0.0157
O  5.9271  20.0948  27.9532  -0.009  -0.0107  -0.021
O  8.1908  -11.1027  28.3815  -0.0101  -0.0101  0.0256
O  1.2902  14.6526  32.7722  -0.024  -0.0079  0.0248
O  13.7428  29.4332  21.0606  -0.0026  0.0036  -0.0198
O  -9.2215  1.4044  28.6811  -0.0097  -0.0162  -0.0143
O  -11.5946  2.4485  24.2988  0.0054  -0.0063  -0.0188
O  20.3146  7.8675  19.1505  0.0144  -0.0119  0.0127
O  3.0926  -1.9596  17.0385  0.0165  0.0242  0.0497
O  9.9654  1.2278  21.9489  -0.0151  -0.0038  -0.0495
O  4.8639  1.8882  31.416  -0.0037  0.0149  0.0138
O  -17.7721  -3.0974  31.16  0.0175  0.0266  0.0429
O  -10.3433  -7.2403  27.9438  0.0034  0.001  -0.0058
O  13.8709  3.616  29.1296  0.0033  -0.0023  -0.0088
O  -41.8367  14.0544  16.2907  0.0131  -0.0187  0.03
O  9.1857  -0.8716  17.5814  0.0016  -0.0108  0.0171
O  5.9487  11.0835  29.6959  0.0042  -0.0111  0.0334
O  -2.4407  17.4111  30.7261  -0.0002  0.0386  0.0217
O  9.5793  -3.571  21.7417  0.0054  -0.0002  -0.0315
O  -10.5822  6.0744  20.1147  -0.0014  0.0075  -0.0007

Results
free energy: -139737.047 eV
free energy less fixed offsets of O -570.45, Si -639.56 eV per atom: 0.953 eV

The program warned: the cutoff lies below the one the program advises for these potential files; the forces do not sum to zero within the program's tolerance; empty levels may hold ghost states of the PAW files; the exchange-correlation potential is rough where the density is thin.
